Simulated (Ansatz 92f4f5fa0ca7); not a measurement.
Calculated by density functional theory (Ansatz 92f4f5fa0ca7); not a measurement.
Periodic cell of 240 atoms, Si128O80H32, with a vacuum gap, from a study of silicon, its oxide and their interface. The atomic structure is a simulated model.

Settings: functional r2SCAN; potential files Ansatz PAW; basis plane waves; wave-function cutoff 800 eV; density cutoff ratio 5; exchange-correlation grid ratio 1; k mesh 1 x 1 x 1, shifted by 0.5 0.5 0 of a step; self-consistency stop 1e-11 eV per atom in the density residual; occupations fixed; spin none; net charge 0; applied field sawtooth along c, amplitude +0.015 V/angstrom in the program's sign convention, ramp centred at 0.9884 of c and 0.0232 of c wide, no dipole correction.

Cell vectors (angstrom)
a 10.88 0 0
b 0 10.88 0
c 0 0 43.1189

Atoms and the computed forces on them: element, x, y, z (angstrom), force x, y, z (eV/angstrom)
Si 5.2981 -5.5517 29.5669 -0.0002 -0.0071 0.0208
Si 7.9598 -2.8923 29.6485 -0.0032 -0.0011 0.0216
Si 5.7779 -0.7316 29.5254 -0.0044 -0.0022 0.019
Si 8.5885 -8.8938 29.4918 -0.0067 -0.0022 0.015
Si 0.312 -6.2074 29.3928 0 0.002 0.0182
Si 3.0426 -3.4341 29.4233 -0.0044 -0.0014 0.02
Si 10.7509 -0.2559 29.3771 -0.0058 0.0005 0.0216
Si 2.5462 -8.4025 29.3532 0 0.0036 0.0233
Si 6.8176 -4.454 30.9373 -0.0014 0.006 -0.0196
Si 9.6072 -1.7478 30.8132 -0.0058 0.0004 -0.0166
Si 6.9401 -9.9974 30.768 0.0031 -0.0095 -0.013
Si 9.6714 -7.3037 30.8069 0.002 -0.0036 -0.0121
Si 1.4504 -4.5931 30.7064 0.0056 -0.003 -0.0125
Si 4.1754 -1.8708 30.7863 0.01 -0.0021 -0.0093
Si 12.3119 0.9104 30.7064 -0.007 0.005 -0.011
Si 4.1289 -7.2433 30.6999 -0.005 0.0076 -0.0123
Si 5.4802 -3.1355 32.285 0.0032 -0.0042 0.0027
Si 8.2675 -0.4233 32.2128 0.0012 0.0017 0.0083
Si 5.5276 -8.604 32.0446 0.0015 0.001 0.0102
Si 8.2545 -5.9052 32.0941 -0.0016 -0.0027 0.0139
Si 10.9764 -3.1937 32.0617 0.0004 -0.0061 0.0071
Si 13.6816 -0.4534 32.0514 0.0012 -0.0034 0.0112
Si 11.0067 2.2354 32.1801 -0.0078 -0.0014 0.0011
Si 2.7949 -5.9147 32.1376 0.0016 -0.0014 0.0039
Si 4.1299 -4.5558 33.5362 -0.0009 0.0023 0.0091
Si 6.8954 -1.7833 33.5541 -0.0003 -0.0094 0.0063
Si 4.1682 -9.9736 33.4155 0.0126 0.0133 0.0264
Si 6.8819 -7.2565 33.4406 -0.0036 0.0005 0.025
Si 9.6119 -4.5401 33.4445 0.0029 0.0071 0.024
Si 12.3308 -1.8178 33.425 -0.0103 -0.0104 0.0264
Si 9.6285 0.9197 33.5429 0.0049 0.0016 0.0118
Si 12.3444 -7.2682 33.513 0.0036 0.0032 0.012
Si 1.3084 -1.3553 9.6361 -0.006 -0.0021 -0.0166
Si 4.0727 1.3862 9.6232 -0.0017 0.0072 -0.0131
Si 1.3938 4.0866 9.6645 0.0034 0.0082 -0.0245
Si 4.0661 -4.0932 9.65 -0.0055 -0.0076 -0.0249
Si 6.8155 -1.3556 9.6668 0.0111 0.0058 -0.0266
Si -1.3689 1.3339 9.6724 -0.0075 -0.0024 -0.0234
Si 6.761 4.0529 9.5798 0.0009 0.0037 -0.0137
Si -1.3345 -4.0161 9.5923 -0.0014 -0.0059 -0.0101
Si 2.619 0.0875 10.9226 0.002 0.0014 -0.0058
Si 5.4989 2.6509 11.005 -0.0071 0.0056 -0.0083
Si 2.7499 5.4318 11.0614 0.0033 -0.0012 -0.0095
Si 5.4189 -2.7141 10.9788 0.0006 -0.0056 -0.0132
Si -2.7105 -0.0247 11.0786 0.0031 0.0009 -0.012
Si 0.0177 2.7117 10.9791 0.0064 -0.0026 -0.014
Si 8.0872 5.5242 10.7991 -0.0018 0 -0.0085
Si 0.0143 -2.7299 11.058 0.0023 -0.0023 -0.0029
Si 1.3238 1.3986 12.4461 0.0021 0.002 0.0134
Si 4.1603 4.0352 12.3299 0.0016 -0.002 0.0095
Si 1.4017 -4.106 12.4689 -0.0043 0.0008 0.0115
Si 4.0014 -1.2888 12.1724 -0.0035 0.0042 0.0178
Si -4.0526 1.2877 12.5012 0.0002 0.011 0.0091
Si -1.4325 4.1612 12.0582 -0.0049 0.0063 0.018
Si 6.788 -4.0853 12.3001 0.0028 -0.0077 0.0129
Si -1.3582 -1.3683 12.4535 0.0047 -0.0104 0.0142
Si 0.2203 -0.225 13.7843 0.0024 -0.0033 0.0085
Si 3.0197 2.5093 13.6596 0.0019 -0.0002 0.0079
Si -0.3435 -5.2727 13.5218 -0.0018 -0.009 0.0076
Si 2.5419 -2.3847 13.6203 0.0088 -0.0008 0.0062
Si 5.0958 0.1246 13.6767 0.0014 0.0025 0.0049
Si -2.8054 3.0076 13.5328 0.0106 0.0049 0.0045
Si 5.7822 5.1308 13.6069 -0.0061 0.0063 0.0103
Si -2.5317 -3.0092 13.6687 0.0011 -0.0068 0.0066
Si 8.2581 -4.8464 22.6448 -0.0062 -0.0007 0.0344
Si -0.8767 3.613 15.7037 0.0047 0.0008 0.0198
Si 2.3127 -2.6832 24.5193 -0.0004 0.0086 0.0323
Si 4.547 -9.6847 27.3893 0.0021 0.0053 0.0367
Si -0.3566 -0.6013 16.6807 -0.0045 0.0025 0.0336
Si 10.9755 -3.4791 22.5044 0.0004 -0.0054 0.0253
Si 1.9198 2.7554 16.4167 -0.0216 -0.0025 0.035
Si 7.5816 0.7068 22.9287 -0.0074 -0.0049 0.0314
Si -2.4644 -2.6052 16.6013 -0.0019 0.0042 0.0347
Si 5.2504 -4.676 16.5005 -0.0089 -0.0152 0.0311
Si 9.7025 -4.3399 27.4022 -0.0006 0.0043 0.0345
Si 4.5007 -5.515 20.9161 -0.0014 0.0023 0.0297
Si 7.3967 -5.3252 25.5445 -0.0001 -0.0029 0.0113
Si 4.2285 -7.0578 23.469 0.0026 0.0003 0.0253
Si 4.0209 -1.0179 22.416 0.004 -0.0073 0.0276
Si 1.7531 -7.8602 21.9513 0.0049 0.0009 0.0233
Si -2.6798 3.9218 20.2917 0.0002 -0.0005 0.0339
Si 8.0724 5.3476 17.5279 0.0007 0.0004 0.0354
Si 5.168 -9.8174 24.4185 -0.0102 0 0.0334
Si 6.4112 1.4839 20.1542 -0.004 0.0014 0.0244
Si 5.9171 -3.3244 22.0561 0.0031 0.0002 0.0281
Si 9.9083 -8.9408 21.8328 0.0025 -0.0025 0.0197
Si 9.4343 -0.9631 21.4758 0.0036 0.0035 0.0267
Si 3.3483 0.8612 20.211 0.0033 0.0042 0.0327
Si 1.7085 -5.1202 20.6199 -0.005 0.0005 0.0261
Si 12.0036 -2.1874 27.2118 -0.0008 -0.0067 0.0356
Si 6.76 -7.3937 27.5288 -0.0002 0.0029 0.0331
Si 4.4893 -1.8784 15.9 0.0013 0.0005 0.0225
Si 4.746 -4.433 24.8055 0.0041 0.0037 0.0294
Si 2.4822 -0.0668 17.3967 -0.001 0.0164 0.0292
Si -2.5196 -0.5687 18.6896 -0.0045 -0.002 0.0417
Si 3.1508 4.9073 18.3204 -0.0054 0.0055 0.0437
Si 5.5354 -5.9113 34.8393 -0.0127 0.0207 0.1838
Si 8.2612 -3.1925 34.8418 -0.0103 0.0139 0.1832
Si 5.5085 -11.2975 34.8386 0.01 -0.0203 0.1839
Si 8.2388 -8.589 34.8346 0.0081 -0.008 0.1824
Si 10.9566 -5.8948 34.8242 0.0128 -0.0153 0.1795
Si 13.6604 -3.1569 34.8371 0.0235 -0.0211 0.1795
Si 10.9904 -0.4791 34.8386 -0.0125 0.0225 0.1901
Si 2.8328 2.2435 34.8324 -0.0197 0.0131 0.1928
Si 6.893 -4.5455 36.2024 0.0187 -0.0333 0.249
Si 9.6209 -1.8293 36.1901 -0.006 -0.0116 0.359
Si 6.8714 -9.9424 36.1756 0.0021 -0.0151 0.4396
Si 9.6006 -7.2448 36.1968 -0.0353 0.0612 0.3051
Si 12.2978 -4.5175 36.1709 0.0336 -0.0129 0.4245
Si 4.166 -1.8072 36.187 -0.0686 0.0424 0.2816
Si 1.4676 0.8878 36.1973 0.0388 -0.0437 0.2484
Si 4.1783 -7.2709 36.1911 0.0342 -0.0116 0.3541
Si 1.3507 1.369 6.9382 -0.0096 -0.0105 -0.2019
Si 4.0581 4.0968 6.8776 -0.0246 0.0423 -0.4459
Si 1.3606 -4.0688 6.952 0.0043 -0.0425 -0.3501
Si 4.0745 -1.3606 6.9576 0.0222 -0.0378 -0.29
Si 6.7871 1.3546 6.9521 0.0525 -0.0054 -0.3191
Si -1.3495 4.0783 6.9543 0.0324 -0.0364 -0.2982
Si 6.7956 -4.0788 6.929 -0.0041 0.0206 -0.2223
Si 9.4993 -1.3371 6.8791 -0.0537 0.0444 -0.4267
Si -0.0381 -0.0074 8.267 0.0137 0.0115 -0.1916
Si 2.7332 2.7521 8.2636 -0.0108 -0.0113 -0.193
Si 0.0188 -5.4381 8.3049 -0.0018 0.0166 -0.1691
Si 2.7064 -2.7125 8.3146 -0.0076 0.0067 -0.1735
Si 5.4336 -0.0052 8.3129 0.0107 -0.0029 -0.1777
Si 8.1704 2.7026 8.2914 -0.0056 -0.0063 -0.1679
Si 5.4011 5.4296 8.2544 0.0049 0.0086 -0.1925
Si 8.1635 -2.68 8.2544 -0.0081 -0.0118 -0.1937
O -2.4738 4.8909 19.0309 0.0005 0.009 -0.0215
O 4.0923 1.3472 14.1207 -0.0013 0.001 -0.0073
O 12.3137 -7.2925 28.8611 0.0007 -0.0034 -0.0024
O -1.7474 2.6232 14.7371 -0.0081 -0.0041 -0.0105
O 2.3463 -2.7812 28.098 -0.0077 0.0053 -0.0169
O 3.4075 -2.6766 14.9766 -0.0032 0.0028 -0.0192
O 5.3551 -1.8193 21.9235 0.0041 0 -0.0124
O 3.1487 -9.1441 28.0102 0.0042 -0.0078 -0.0109
O -1.4007 -4.1346 14.0196 -0.0002 -0.0001 -0.0054
O 11.3783 -0.9172 28.009 0.0038 -0.0053 -0.0063
O -0.3045 0.2288 15.2767 0.003 0.0031 -0.0285
O 10.427 -5.6286 28.0648 -0.0057 0.0034 -0.0169
O 6.9395 4.0639 14.0931 -0.0013 0.0002 -0.0063
O 8.7679 -4.7272 26.1494 -0.0083 -0.0042 -0.0221
O 12.0168 -3.5033 23.7474 -0.0078 0.0009 -0.0135
O 3.3067 -0.4975 21.0805 -0.0014 0.0153 -0.0192
O 5.3629 -0.8245 15.0014 0.0029 0.0127 -0.0214
O 4.8479 1.3258 19.8186 -0.0032 0.002 -0.0162
O 4.1879 -4.5135 28.928 -0.0054 -0.0011 -0.0032
O 2.4754 3.2981 14.9912 -0.0004 -0.0073 -0.028
O 11.2805 -8.4987 22.536 -0.0031 0 0.006
O 8.6942 -3.6725 28.4467 0.0096 -0.0048 -0.0177
O 2.5547 0.5146 18.8779 -0.0068 -0.008 -0.0329
O 4.2334 4.6009 19.5092 -0.0015 -0.0041 -0.018
O -1.4362 2.9275 20.6286 -0.0017 0.0023 -0.0064
O 6.8857 3.0219 19.9933 0.0035 -0.0023 -0.0117
O -2.0074 -1.3916 20.0095 -0.003 -0.0024 -0.0287
O 5.5917 -8.4767 27.4776 0.001 0.0007 -0.0078
O 7.7049 -2.6385 15.1362 -0.002 -0.0009 -0.0232
O 2.6893 -7.4637 23.1991 -0.0042 -0.0048 -0.0057
O 8.0485 -8.0924 28.1824 -0.0019 0.0054 -0.0123
O 5.1547 -5.1171 14.9571 -0.0001 -0.0025 -0.0242
O -1.2905 0.0951 17.8304 0.0138 0.0014 -0.0197
O 4.4737 0.7475 25.841 0.0106 0.0015 -0.0267
O 6.595 -9.8214 21.6978 0.0016 0.0095 -0.0233
O 10.161 0.4644 21.2151 0.0064 -0.0057 -0.0103
O 5.0923 -8.2614 24.0647 -0.0022 0.0073 -0.0195
O 3.8603 -5.0741 17.2041 0.0114 0.0101 -0.0122
O 11.5612 -3.9979 21.0874 0.0037 -0.0011 -0.0042
O 2.5939 3.5519 17.6514 -0.0006 -0.0107 -0.0264
O 7.59 -5.4575 23.9638 0.0071 0.0058 -0.0411
O -0.0463 4.7266 14.8603 0.0011 0.0069 -0.012
O 3.4552 -3.575 25.2638 0.0032 -0.0019 -0.0092
O 4.2404 -5.9459 24.6249 -0.0003 -0.0118 -0.0132
O -1.999 4.3007 16.6185 0.008 -0.0051 -0.0227
O 6.2412 -6.1221 28.3703 0.0085 -0.0103 -0.019
O 5.1947 -3.8949 23.366 0.0029 0.0055 -0.0173
O 4.9085 -6.5729 22.0714 -0.0017 0.0048 -0.0216
O 6.4781 5.4148 17.2122 -0.0051 0.0021 -0.0071
O 2.3877 1.2152 16.4253 -0.0035 0.0046 -0.0117
O 6.048 -4.4148 25.7904 -0.0027 0.0058 -0.0167
O 6.8864 -1.8264 29.0016 -0.0014 0.0045 -0.003
O 8.0272 -5.9832 21.5481 0.0067 -0.01 -0.017
O 3.7381 -1.0117 17.0416 0.0008 -0.0037 -0.0082
O 1.1139 -0.8905 17.2533 -0.0054 0.0014 -0.0118
O 7.1585 -6.8287 26.0835 -0.0006 0.0065 -0.0168
O 8.2671 -0.7146 22.5817 0.0027 -0.0025 -0.0175
O 0.2955 2.8501 16.524 -0.017 0.0038 -0.0142
O 1.6687 -1.7969 25.7279 0.0024 0.0044 -0.0199
O 2.5808 -8.8405 20.9853 0.0046 -0.0095 -0.0138
O 10.8507 -3.296 26.9778 0.0024 -0.0025 -0.0056
O 10.4482 -2.0001 22.1582 -0.0101 0.0116 -0.0073
O 12.1365 -6.589 21.0935 0.0049 0.0015 -0.0071
O 5.5593 -4.2982 20.7951 -0.0067 -0.005 -0.0115
O 9.6438 0.8666 28.915 0.0009 -0.0007 -0.0102
O -0.9731 -2.0489 16.344 -0.0004 0.0011 -0.0037
O 3.1132 -4.795 21.3598 -0.0031 -0.0031 -0.0122
O 7.5188 -3.4529 22.2241 0.0043 0.0071 -0.004
O 6.7374 0.6351 24.3079 0.0045 -0.0055 -0.0223
O 7.6642 -1.6178 17.657 0.0088 -0.0118 -0.0242
O 5.3802 -3.0524 16.5865 -0.0054 -0.0027 -0.0032
O 7.3064 0.5585 19.165 0.0067 -0.0079 -0.0182
O 8.7482 -9.0409 22.9711 0.006 -0.0043 -0.019
O -2.2681 -4.0474 17.2677 0.0024 -0.0002 -0.0171
O 1.3889 -1.3294 14.0972 0.0006 -0.0031 -0.0045
O 9.7959 -4.4937 22.9191 -0.0008 0.0023 -0.0068
O 3.0111 -1.8674 23.3235 0.0043 0.005 -0.0174
O 1.9299 -5.1448 19.0131 0.0015 0.0034 -0.014
O 4.3645 0.2701 23.2937 -0.002 -0.0029 -0.0189
O 5.0563 -0.0887 28.2142 -0.0039 0.0075 -0.0184
H 6.0732 -3.7217 37.1348 0.2734 -0.2745 -0.2908
H 7.715 -5.3671 37.1348 -0.3385 0.3185 -0.2618
H 8.7985 -1.0082 37.1225 0.2349 -0.2249 -0.2942
H 10.438 -2.6558 37.1225 -0.3659 0.3814 -0.2329
H 6.0487 -9.1215 37.108 0.4056 -0.3379 -0.2406
H 7.6873 -10.7701 37.108 -0.2415 0.227 -0.2855
H 8.7765 -6.4253 37.1292 0.3612 -0.3096 -0.2518
H 10.421 -8.068 37.1292 -0.2588 0.2434 -0.3007
H 11.4747 -3.697 37.1034 0.3358 -0.408 -0.2482
H 13.1245 -5.3344 37.1034 -0.2295 0.2462 -0.2808
H 4.9864 -2.6304 37.1194 -0.2585 0.2815 -0.3083
H 3.3455 -0.984 37.1194 0.3317 -0.3577 -0.2466
H 2.2918 0.0684 37.1297 -0.3379 0.3526 -0.2475
H 0.6446 1.7084 37.1297 0.2496 -0.2481 -0.3034
H 5.0058 -8.087 37.1236 -0.3818 0.3639 -0.2306
H 3.3593 -6.4464 37.1236 0.2172 -0.2426 -0.2963
H 0.5303 2.1922 6.0058 0.3262 -0.3277 0.2482
H 2.1705 0.5452 6.0058 -0.2853 0.2836 0.2629
H 3.2422 4.9245 5.9451 0.2988 -0.3549 0.2256
H 4.8806 3.2757 5.9451 -0.2626 0.276 0.2533
H 2.1833 -4.8898 6.0196 -0.2964 0.3555 0.2689
H 0.5331 -3.2528 6.0196 0.2598 -0.2734 0.2981
H 4.8986 -2.1801 6.0252 -0.3242 0.282 0.267
H 3.2524 -0.5391 6.0252 0.2932 -0.2762 0.2772
H 5.97 2.1811 6.0197 0.2661 -0.265 0.3045
H 7.6102 0.5341 6.0197 -0.3666 0.2992 0.2664
H -2.1737 4.8977 6.0218 0.2807 -0.275 0.2868
H -0.5291 3.2552 6.0218 -0.3087 0.3523 0.2504
H 5.9752 -3.2556 5.9966 0.3003 -0.3086 0.244
H 7.6187 -4.8993 5.9966 -0.2857 0.2845 0.2629
H 10.3184 -2.1616 5.9467 -0.2668 0.2638 0.2592
H 8.6726 -0.5202 5.9467 0.3632 -0.3067 0.2196

Results
free energy: -128006.335 eV
free energy less fixed offsets of H -15.71, O -570.45, Si -639.56 eV per atom: -3.935 eV

The program warned: the cutoff lies below the one the program advises for these potential files; the forces do not sum to zero within the program's tolerance; empty levels may hold ghost states of the PAW files; the exchange-correlation potential is rough where the density is thin.
